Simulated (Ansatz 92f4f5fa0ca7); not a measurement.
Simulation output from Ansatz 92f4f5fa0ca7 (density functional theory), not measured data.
Periodic cell of 225 atoms, Si132O91As2, from a study of silicon, its oxide and their interface. The atomic structure is a simulated model.

Settings
functional: PBE
potential files: Ansatz PAW
basis: plane waves
wave-function cutoff: 700 eV
density cutoff ratio: 5
exchange-correlation grid ratio: 1
k mesh: 2 x 2 x 1, shifted by 0.5 0.5 0.5 of a step
self-consistency stop: 5e-08 eV per atom in the density residual
occupations: fixed
spin: none
net charge: 0

Cell vectors (angstrom)
a	10.938	0	0
b	0	10.938	0
c	0	0	31.9494

Atoms: element, x, y, z (angstrom)
As	10.5939	0.0087	24.1356
Si	5.0996	0.1786	24.6625
Si	2.7956	2.2819	24.5356
As	8.5495	2.4575	24.4899
Si	10.6818	5.5843	24.3411
Si	5.1485	5.5988	24.4344
Si	3.0012	7.9818	24.3958
Si	8.4505	7.8694	24.4186
Si	1.2785	1.0712	25.8246
Si	6.7724	1.4184	25.8137
Si	3.9618	4.013	25.7399
Si	9.6579	4.0367	25.8894
Si	1.3219	6.825	25.6518
Si	6.825	6.7184	25.7226
Si	4.0197	9.4995	25.9389
Si	9.5238	9.5157	25.7775
Si	2.6464	-0.1303	27.2952
Si	8.1533	-0.0212	27.1273
Si	0.0675	2.6274	27.1839
Si	5.3996	2.7611	27.1724
Si	2.6536	5.4455	27.0942
Si	8.1789	5.3926	27.1577
Si	0.0023	8.179	27.1238
Si	5.513	8.1372	27.1468
Si	4.0663	1.3348	28.5286
Si	9.5421	1.3342	28.5159
Si	1.3764	4.0699	28.534
Si	6.8013	4.0818	28.552
Si	4.0823	6.7909	28.48
Si	9.5538	6.8042	28.487
Si	1.2993	9.4789	28.6254
Si	6.8264	9.5412	28.5274
Si	-0.0268	-0.005	29.9164
Si	5.467	-0.007	29.8903
Si	2.7449	2.727	29.907
Si	8.1957	2.7249	29.8933
Si	-0.0069	5.4576	29.8809
Si	5.4525	5.4706	29.8966
Si	2.753	8.1619	29.9077
Si	8.2185	8.1928	29.8855
Si	1.3673	1.3673	31.2657
Si	6.8362	1.3673	31.2657
Si	4.1018	4.1018	31.2657
Si	9.5708	4.1018	31.2657
Si	1.3673	6.8362	31.2657
Si	6.8362	6.8362	31.2657
Si	4.1018	9.5708	31.2657
Si	9.5708	9.5708	31.2657
Si	2.7345	0	0.6835
Si	8.2035	0	0.6835
Si	0	2.7345	0.6835
Si	5.469	2.7345	0.6835
Si	2.7345	5.469	0.6835
Si	8.2035	5.469	0.6835
Si	0	8.2035	0.6835
Si	5.469	8.2035	0.6835
Si	4.0969	1.3778	2.062
Si	9.5917	1.3523	2.0425
Si	1.3521	4.1359	2.0543
Si	6.8254	4.1343	2.0438
Si	4.0888	6.847	2.0427
Si	9.5734	6.8389	2.0629
Si	1.3611	9.6	2.0545
Si	6.8272	9.6111	2.0465
Si	0.0291	0.0346	3.4689
Si	5.4834	0.0384	3.4492
Si	2.7149	2.7692	3.3993
Si	8.2519	2.7796	3.3396
Si	0.0271	5.5158	3.4715
Si	5.472	5.5248	3.4242
Si	2.7362	8.2391	3.3953
Si	8.2413	8.2849	3.3822
Si	1.3784	1.4515	4.8406
Si	6.9093	1.4732	4.7243
Si	4.06	4.151	4.751
Si	9.5989	4.0787	4.7752
Si	1.3673	6.9711	4.8378
Si	6.841	6.9857	4.7252
Si	4.0956	9.5713	4.7845
Si	9.6231	9.5745	4.8345
Si	2.7584	0.0296	6.1321
Si	8.2958	0.1156	6.0829
Si	0.0159	2.7937	6.2976
Si	5.5104	2.8336	6.0627
Si	2.754	5.5881	6.1303
Si	8.2535	5.5935	5.9517
Si	0.0494	8.302	6.3657
Si	5.4993	8.2976	6.2155
Si	4.4247	1.1746	7.3181
Si	9.8132	1.1423	7.6113
Si	1.1795	4.497	7.4939
Si	6.6394	4.537	7.237
Si	4.3241	6.7	7.5315
Si	9.7323	6.6071	7.492
Si	1.2832	9.935	7.6973
Si	6.723	9.9601	7.4018
O	4.1055	6.8092	24.0383
O	4.0129	1.2662	24.0235
O	9.5421	6.7185	23.9098
O	-0.0227	5.5401	8.0062
O	5.5743	0.1216	7.9016
O	0.0752	0.0851	8.1389
O	5.5345	5.608	7.8717
O	7.5958	3.9454	8.4222
O	8.733	7.0405	8.7541
O	2.1825	9.4498	9.0358
O	8.893	1.6644	8.912
O	7.6227	9.4662	8.698
O	3.6049	1.8094	8.5886
O	3.5846	7.2155	8.9377
O	2.0683	4.0022	8.8037
O	7.9684	4.0021	23.637
O	0.3995	4.9053	22.959
O	1.8919	2.7438	23.2398
O	5.6217	4.9776	22.9746
O	5.5979	10.0782	23.495
O	2.6468	8.6187	22.9101
O	0.205	9.4498	23.1402
O	7.8095	8.5881	23.0712
Si	8.6813	7.6841	18.4239
Si	8.7976	6.3545	13.6168
Si	3.8116	1.5091	14.7148
Si	2.1598	5.6819	17.5777
Si	2.3721	3.1086	19.4917
Si	9.828	9.0268	12.0723
Si	1.389	9.1984	22.0411
Si	9.1928	0.9628	13.1914
Si	1.4194	5.0332	13.0052
Si	1.8037	8.2327	12.8172
Si	6.7061	9.5954	22.4218
Si	4.5652	4.5563	15.6873
Si	8.2096	3.0051	9.5726
Si	0.8881	8.1684	19.2039
Si	6.9966	1.3852	21.1373
Si	8.234	8.3072	9.6662
Si	10.8843	5.1727	15.5753
Si	7.5855	9.4969	16.3127
Si	9.93	2.0449	20.2829
Si	3.2206	8.5016	9.9127
Si	6.707	3.3318	17.4386
Si	1.1251	0.1465	19.8363
Si	3.2418	2.7978	12.2909
Si	7.2111	5.4139	19.6852
Si	5.758	8.6531	11.5372
Si	5.8012	6.056	13.1856
Si	4.6566	9.7169	17.6296
Si	0.9786	3.5757	22.1823
Si	4.8899	1.4927	18.859
Si	3.1969	3.0724	9.5101
Si	6.4745	10.8017	13.7795
Si	10.3674	0.1126	15.9683
Si	5.6678	3.6431	11.1437
Si	9.8538	3.8941	11.885
Si	2.3579	9.9079	15.5466
Si	6.1116	8.1507	19.8037
Si	6.8881	4.1054	22.427
Si	9.7777	2.7674	17.3763
O	7.2085	6.367	13.9589
O	1.9341	7.0131	18.5867
O	10.2684	4.0237	16.507
O	6.1856	9.9711	17.0465
O	10.1652	0.7033	14.4659
O	8.4449	6.1074	18.8445
O	5.1863	0.6556	14.4167
O	5.7319	2.0425	17.5845
O	8.3327	1.9761	20.4618
O	1.9743	4.2415	18.3657
O	6.9673	2.7835	10.631
O	4.8778	2.6976	12.2121
O	6.0652	4.3414	16.3268
O	4.5663	3.9065	9.9304
O	10.6417	2.7187	21.5976
O	9.73	6.1537	14.9544
O	6.0184	6.5186	19.8519
O	4.1079	0.1678	18.3165
O	9.2841	10.5531	12.2665
O	2.856	4.337	12.7091
O	1.7915	10.6098	21.269
O	3.9595	2.7264	19.4031
O	0.7442	10.0327	15.9619
O	1.2713	9.7602	18.8473
O	1.7102	1.5996	19.3318
O	8.9572	10.3871	16.4934
O	4.907	8.596	18.7932
O	9.5799	8.7501	10.4804
O	6.7176	4.1116	18.8644
O	2.855	1.6896	13.3906
O	5.8731	8.8285	21.2565
O	2.5453	2.4371	10.8685
O	7.6044	4.8788	21.1753
O	5.2184	7.463	12.5481
O	0.4449	9.0511	12.497
O	7.5992	1.0461	13.5694
O	7.1306	9.6209	14.7387
O	8.9968	5.0318	12.6763
O	8.1046	8.0317	16.9011
O	6.3804	2.5816	22.0709
O	2.4675	9.0407	14.1162
O	0.4372	4.4867	11.8204
O	0.947	8.1173	20.8587
O	9.3878	3.819	10.3337
O	9.6708	2.3847	12.5245
O	7.6626	8.5653	19.3839
O	2.5617	8.1514	11.3679
O	4.0092	3.0218	15.3545
O	0.7948	4.4413	14.391
O	10.124	2.9985	18.9603
O	9.1505	7.8039	12.937
O	10.4717	0.509	20.0649
O	6.0451	5.0306	11.9161
O	8.1691	2.7168	17.0794
O	3.5683	5.4173	16.7099
O	4.6722	9.1212	10.3855
O	1.5371	6.6525	13.1806
O	4.788	5.4567	14.3297
O	1.9625	3.8421	20.8994
O	10.572	1.4038	16.949
O	0.9826	6.0146	16.4946
O	7.4416	10.9661	21.9199
O	5.8769	0.9794	20.043
O	6.0945	10.0099	12.3945
O	2.8609	0.53	15.5932
O	7.0592	7.9954	10.7671
O	10.279	7.9613	18.648
O	3.4663	9.2031	16.5868

Results
free energy: -145396.834 eV
free energy less fixed offsets of As -4857.07, O -569.03, Si -635.61 eV per atom: -0.444 eV

Forces (eV/angstrom), in the order of the atoms: element, x, y, z
As	-0.0086	0.0048	0.0368
Si	-0.0274	-0.0024	-0.0248
Si	0.0327	0.0156	-0.0322
As	0.013	0.0404	0.0352
Si	-0.0058	-0.0092	-0.0399
Si	-0.0076	0.0064	-0.0332
Si	0.0271	-0.0213	-0.0432
Si	-0.0093	-0.0191	-0.0429
Si	-0.0752	-0.0484	-0.0019
Si	0.0269	-0.0058	-0.0015
Si	0.0292	-0.0241	-0.0213
Si	-0.008	-0.0282	-0.0027
Si	-0.0006	-0.0084	0.0129
Si	0.0055	0.0028	0.0136
Si	-0.055	0.0197	-0.0137
Si	0.0494	0.0405	0.0077
Si	0.0118	0.0108	0.0101
Si	0.0115	0.0035	-0.0108
Si	-0.0089	0.0064	-0.003
Si	-0.0027	0.0065	0.0044
Si	0.0029	-0.0019	0.0197
Si	-0.0127	0.0349	-0.0154
Si	0.0226	-0.0123	-0.0148
Si	0.0181	-0.0146	0.0081
Si	-0.0026	0.0028	-0.0217
Si	-0.0035	-0.0101	-0.0053
Si	0.0065	0.0081	-0.0104
Si	-0.0013	-0.0135	-0.0322
Si	-0.0089	-0.0091	-0.02
Si	0.0002	0.0102	-0.0017
Si	-0.0174	0.0012	-0.032
Si	-0.0157	-0.0047	-0.0035
Si	-0.0095	0.0054	-0.0088
Si	0.001	0.0031	0.0064
Si	0.0061	-0.0049	-0.0013
Si	0.0101	-0.0079	0.006
Si	-0.0037	0.0098	0.0046
Si	-0.0014	0.0097	0.0069
Si	0.0147	-0.0178	-0.0023
Si	0.0117	-0.0041	-0.0018
Si	0.0097	0.0463	-0.0171
Si	0.039	-0.0507	-0.0192
Si	0.0142	-0.0381	0.082
Si	-0.0682	-0.0722	-0.0811
Si	0.0269	-0.2175	0.0058
Si	0.0218	0.0566	-0.1101
Si	0.0221	-0.0663	-0.0445
Si	-0.184	-0.112	0.1471
Si	0.0173	0.069	-0.0128
Si	-0.0176	0.0495	-0.1145
Si	0.0533	0.0727	0.0152
Si	-0.0259	0.0754	0.0608
Si	-0.0699	-0.0203	-0.0629
Si	0.0174	0.1091	-0.0489
Si	0.0082	0.0722	0.0858
Si	0.0513	0.1237	0.0575
Si	0.0043	-0.0084	-0.0006
Si	0.0057	-0.0126	0.0035
Si	-0.0094	0.01	-0.0043
Si	-0.0095	0.0088	0.0025
Si	0.0023	-0.0099	-0.0013
Si	0.0065	-0.0099	-0.002
Si	-0.0143	0.0152	-0.0042
Si	-0.0046	0.0093	-0.0032
Si	0.0083	0.0026	0.0034
Si	0.0082	-0.0012	0.0178
Si	0.0028	0.0003	0.0183
Si	0.0042	0.0051	0.0135
Si	0.013	0.0029	0.0077
Si	0.0042	0.0056	0.0175
Si	0.0024	-0.0019	0.0162
Si	0.0071	0.0068	0.0186
Si	-0.019	0.0056	0.0006
Si	0.0064	-0.0048	0.0122
Si	0.0008	0.005	0.01
Si	0.012	-0.0204	0.0086
Si	-0.0101	0.0056	-0.0015
Si	-0.0164	0.0025	0.0046
Si	0.0009	-0.0031	-0.0009
Si	0.0137	-0.011	-0.0015
Si	0.0028	-0.0128	0.0195
Si	-0.002	0.0086	0.0152
Si	-0.0054	-0.0075	-0.0256
Si	-0.0013	-0.0047	-0.0032
Si	0.0064	-0.002	0.0201
Si	-0.0073	0.0086	0.0225
Si	-0.0002	-0.0075	-0.0201
Si	-0.0038	-0.0031	-0.0084
Si	-0.0042	-0.0135	0.0173
Si	-0.0182	-0.0216	0.0256
Si	0.0137	0.0217	0.0299
Si	0.0112	0.0159	0.0135
Si	-0.0086	-0.0202	0.0157
Si	-0.0244	-0.0321	0.0194
Si	0.0158	0.0258	0.0226
Si	0.009	0.021	0.0257
O	-0.0071	0.0234	-0.0176
O	-0.0024	-0.0131	-0.0314
O	0.0135	0.0007	-0.0247
O	-0.004	0.0018	0.0251
O	0.0076	0.0019	0.0334
O	0.0008	-0.0023	0.022
O	0.0036	0.0042	0.0327
O	-0.0174	-0.014	0.0069
O	0.0252	0.0202	-0.0033
O	-0.021	-0.0107	-0.0106
O	0.028	0.0179	-0.0125
O	-0.0196	-0.0246	0.0057
O	0.0199	0.0191	0.007
O	0.0168	0.0179	-0.0048
O	-0.0114	-0.0141	-0.0042
O	-0.0482	-0.0046	-0.0313
O	-0.0112	-0.0057	0.0098
O	0.0093	0.0248	-0.0161
O	0.012	0.0017	0.0107
O	0.0248	0.0188	-0.016
O	-0.0063	-0.0143	0.0131
O	0.0577	-0.0196	-0.028
O	-0.0128	-0.0095	0.0034
Si	0.0016	-0.0021	-0.0019
Si	-0.0056	0.0001	0.015
Si	-0.0045	-0.0022	0.0026
Si	0.0038	0.0033	-0.0053
Si	0.0075	0.0054	0.0042
Si	0.004	-0.0031	-0.0053
Si	-0.0075	-0.0009	0.0116
Si	0.0019	-0.0002	0.0007
Si	0.0016	-0.0008	0.0004
Si	0.003	0.0004	0.0045
Si	-0.003	0.0136	0.0018
Si	0.0013	0.003	0.0003
Si	-0.0055	0.0053	-0.0061
Si	-0.0015	-0.0029	-0.0005
Si	-0.0077	0.0088	0.004
Si	-0.0012	0	-0.0071
Si	0.0003	0.003	0.0014
Si	0.0014	-0.0052	-0.0024
Si	-0.0023	-0.0013	-0.0007
Si	0.0095	-0.0037	0.0022
Si	-0.0008	-0.0029	-0.0004
Si	-0.0033	-0.0037	0.0065
Si	-0.0016	-0.0037	-0.0021
Si	0.0028	-0.0063	0.008
Si	0.0005	0.0012	-0.0016
Si	-0.0011	0.0018	0.0022
Si	-0.0089	-0.0009	0.009
Si	0.0065	-0.0006	0.0037
Si	0.0023	-0.0016	0.0044
Si	0.006	-0.003	-0.0084
Si	-0.0001	-0.0006	-0.002
Si	0.0071	0.0081	-0.0018
Si	-0.0011	-0.0028	-0.0046
Si	0.0035	0.0004	-0.0107
Si	0.0047	-0.0022	-0.0035
Si	-0.0083	0.0011	0.0067
Si	-0.012	-0.0072	0.0209
Si	0.0021	-0.0006	0.0017
O	-0.0074	-0.0029	-0.0215
O	-0.0145	0.0077	0.0145
O	0.0089	-0.0011	-0.0023
O	0.0013	-0.0038	0.004
O	-0.0186	-0.0071	0.0077
O	-0.0265	0.0177	0.0087
O	-0.0035	-0.0057	-0.0063
O	0.0031	0.0091	0.0235
O	-0.0078	-0.0095	0.0098
O	0.0049	0.0031	0.009
O	-0.0025	0.0198	0.0005
O	-0.0121	0.0252	-0.0225
O	-0.0178	-0.0143	0.0108
O	-0.0126	-0.0294	0.0226
O	0.0133	0.0006	-0.0158
O	0.0047	-0.0175	-0.0175
O	0.0351	0.0086	-0.0085
O	0.0238	-0.0243	-0.0061
O	0.0106	0.0079	0.0197
O	-0.0136	-0.0208	0.0006
O	-0.0284	-0.0252	-0.0136
O	0.0069	-0.0055	-0.011
O	-0.0122	-0.0011	-0.0054
O	-0.0002	-0.0042	0.0263
O	-0.0059	0.0008	0.0014
O	-0.0005	0.0007	-0.0191
O	0.0067	0.0145	0.0028
O	-0.0183	-0.009	0.0176
O	0.0077	0.0007	-0.0158
O	0.0158	0.0195	-0.0066
O	0.0218	-0.0034	-0.0095
O	0.0309	0.0266	0.012
O	-0.0177	-0.0002	-0.0058
O	0.03	-0.0044	-0.0011
O	-0.0043	-0.0183	-0.0013
O	0.0076	-0.0233	0.0093
O	0.0085	0.0242	-0.0063
O	0.0257	-0.0035	0.0046
O	-0.0036	0.0034	0.0152
O	0.0231	-0.0049	-0.0274
O	-0.013	-0.0037	0.0082
O	-0.0009	0.0003	0.0181
O	0.0123	0.0317	-0.0102
O	-0.0203	-0.018	0.0179
O	-0.0194	0.0007	-0.0052
O	-0.0049	-0.0281	-0.0071
O	-0.0108	0.0035	-0.0137
O	0.0009	0.0049	-0.0127
O	-0.0014	0.0247	-0.0023
O	-0.0058	-0.0128	-0.0113
O	-0.0009	-0.0056	-0.0134
O	0.0129	0.0141	0.0056
O	-0.0089	-0.0029	0.0121
O	0.0003	0.0099	0.016
O	0	-0.0119	-0.0141
O	0.0124	-0.016	0.0058
O	0.0014	-0.0007	-0.0038
O	0.0106	-0.0065	0.0039
O	-0.012	-0.0182	-0.0034
O	-0.0122	0.0068	-0.0049
O	0.0023	-0.025	-0.0139
O	-0.0161	-0.0118	-0.0079
O	0.0037	0.02	-0.005
O	-0.0024	-0.011	0.0088
O	0.0091	0.0033	0.0001
O	-0.0044	0.0205	-0.001
O	0.0076	-0.0011	0.0115
O	0.0056	0.0127	0.0039

The program warned: the cutoff lies below the one the program advises for these potential files; the exchange-correlation potential is rough where the density is thin.
